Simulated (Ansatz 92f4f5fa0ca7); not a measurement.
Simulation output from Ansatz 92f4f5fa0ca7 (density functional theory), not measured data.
Periodic cell of 225 atoms, Si135O82H8, from a study of silicon, its oxide and their interface. The atomic structure is a simulated model.

Settings: functional r2SCAN; potential files Ansatz PAW; basis plane waves; wave-function cutoff 800 eV; density cutoff ratio 5; exchange-correlation grid ratio 1; k mesh 1 x 1 x 1, Gamma-centred; self-consistency stop 5e-08 eV per atom in the density residual; occupations fixed; spin none; net charge 0.

Cell vectors (angstrom)
a  10.938  0  0
b  0  10.938  0
c  0  0  31.807

Atoms: element, x, y, z (angstrom)
Si  0.4753  10.4276  24.4403
Si  5.9238  10.3932  24.4463
Si  2.2421  3.1582  24.3356
Si  7.4748  3.0899  24.1975
Si  0.3745  4.993  24.2782
Si  5.8986  5.0273  24.4413
Si  2.2  8.6772  24.4435
Si  7.6802  8.6686  24.4444
Si  1.3593  1.3573  25.64
Si  6.7826  1.332  25.6466
Si  4.0442  4.1003  25.626
Si  9.4854  4.0008  25.4699
Si  1.3007  6.7965  25.6103
Si  6.8344  6.8148  25.6979
Si  4.0684  9.5356  25.6623
Si  9.5444  9.5627  25.6471
Si  2.7742  0.0416  27.0265
Si  8.2376  0.0473  27.0215
Si  -0.0677  2.7021  26.9767
Si  5.409  2.7087  27.0174
Si  2.7409  5.5128  27.011
Si  8.2621  5.4533  26.9877
Si  -0.0543  8.1601  27.0181
Si  5.4247  8.1595  27.0433
Si  4.1018  1.3673  28.3888
Si  9.5708  1.3673  28.3888
Si  1.3673  4.1018  28.3888
Si  6.8362  4.1018  28.3888
Si  4.1018  6.8362  28.3888
Si  9.5708  6.8362  28.3888
Si  1.3673  9.5708  28.3888
Si  6.8362  9.5708  28.3888
Si  0  0  29.756
Si  5.469  0  29.756
Si  2.7345  2.7345  29.756
Si  8.2035  2.7345  29.756
Si  0  5.469  29.756
Si  5.469  5.469  29.756
Si  2.7345  8.2035  29.756
Si  8.2035  8.2035  29.756
Si  1.3673  1.3673  31.1233
Si  6.8362  1.3673  31.1233
Si  4.1018  4.1018  31.1233
Si  9.5708  4.1018  31.1233
Si  1.3673  6.8362  31.1233
Si  6.8362  6.8362  31.1233
Si  4.1018  9.5708  31.1233
Si  9.5708  9.5708  31.1233
Si  2.7345  0  0.6835
Si  8.2035  0  0.6835
Si  0  2.7345  0.6835
Si  5.469  2.7345  0.6835
Si  2.7345  5.469  0.6835
Si  8.2035  5.469  0.6835
Si  0  8.2035  0.6835
Si  5.469  8.2035  0.6835
Si  4.1018  1.3673  2.0507
Si  9.5708  1.3673  2.0507
Si  1.3673  4.1018  2.0507
Si  6.8362  4.1018  2.0507
Si  4.1018  6.8362  2.0507
Si  9.5708  6.8362  2.0507
Si  1.3673  9.5708  2.0507
Si  6.8362  9.5708  2.0507
Si  0  0  3.418
Si  5.469  0  3.418
Si  2.7345  2.7345  3.418
Si  8.2035  2.7345  3.418
Si  0  5.469  3.418
Si  5.469  5.469  3.418
Si  2.7345  8.2035  3.418
Si  8.2035  8.2035  3.418
Si  1.4008  1.4519  4.8024
Si  6.8983  1.3813  4.7664
Si  4.0677  4.0483  4.8188
Si  9.5658  4.089  4.8035
Si  1.4487  6.833  4.8036
Si  6.8568  6.8952  4.7943
Si  4.065  9.5113  4.8015
Si  9.538  9.5323  4.7636
Si  2.7669  0.043  6.1306
Si  8.2223  -0.0127  6.1576
Si  0.023  2.8028  6.2556
Si  5.5394  2.7196  6.1499
Si  2.746  5.4253  6.2892
Si  8.2844  5.5691  6.1428
Si  0.0679  8.2501  6.0941
Si  5.4423  8.1668  6.2487
Si  4.633  0.8803  7.3624
Si  10.0748  0.8852  7.3777
Si  0.8286  4.6671  7.6491
Si  6.5826  4.5007  7.3475
Si  4.7005  6.1762  7.4796
Si  10.043  6.5997  7.4648
Si  0.9136  10.1165  7.3262
Si  6.3545  10.065  7.385
H  9.731  1.1805  8.7978
H  1.2808  9.7745  8.7244
H  4.2668  1.205  8.7697
H  6.6788  9.7699  8.807
O  4.3547  6.203  9.097
O  7.3171  4.0389  8.7831
O  9.5731  7.4473  8.8278
O  1.0912  4.2769  9.2534
H  5.5952  10.7415  23.031
H  8.0158  8.333  23.0302
H  0.149  10.7659  23.0217
H  2.5587  8.3901  23.0285
O  5.5684  5.6843  22.9733
O  7.3269  2.5122  22.6241
O  10.7617  5.5379  22.8141
O  2.7997  2.5522  22.8924
Si  9.8934  0.8631  19.7662
Si  4.1037  5.0908  13.2378
Si  5.5728  8.474  12.2767
Si  1.4316  3.6148  10.6892
Si  4.8114  1.2947  19.4199
Si  6.92  4.2029  10.3356
Si  2.3657  5.2215  17.7773
Si  9.9939  8.3797  17.4551
Si  10.2247  6.0695  21.3855
Si  2.1859  1.0007  14.7539
Si  2.9958  7.6444  16.2987
Si  0.6239  3.7052  19.6905
Si  9.9473  6.4633  15.1854
Si  8.4165  3.6583  12.906
Si  6.5817  2.0776  14.9484
Si  1.1971  5.6037  13.2332
Si  7.9997  4.8436  17.1297
Si  4.3848  2.9097  11.3612
Si  4.0065  6.8349  10.518
Si  9.6812  8.2396  10.2305
Si  8.6801  1.7338  17.028
Si  4.949  5.5378  21.5005
Si  7.514  2.1947  21.0309
Si  7.8506  6.4682  11.9939
Si  5.7081  6.1229  15.6818
Si  7.1808  8.6074  16.4946
Si  4.5835  9.2658  18.225
Si  4.0587  2.8037  16.6291
Si  8.8245  10.6411  11.6127
Si  3.1954  7.3516  19.9998
Si  3.0731  9.2506  13.7475
Si  1.4945  8.0998  11.5117
Si  -0.015  1.8189  12.4713
Si  0.3006  8.7006  20.1535
Si  10.6886  10.8463  15.9205
Si  3.177  2.9398  21.3704
Si  7.6675  5.2151  20.1349
Si  6.1602  0.6161  12.2459
Si  8.9456  9.1615  14.249
O  4.4714  8.459  13.4717
O  1.9381  8.4139  20.1916
O  2.2145  9.276  12.3648
O  6.4496  5.0136  16.6235
O  10.7187  4.977  20.2641
O  7.518  3.1552  14.1614
O  6.1351  5.683  20.4
O  8.3764  8.2561  17.5403
O  0.0639  5.5106  14.3918
O  3.6724  1.653  20.5226
O  6.7713  7.3266  15.6086
O  4.9686  1.4121  11.4971
O  3.2803  8.9339  17.2811
O  4.1281  5.8479  11.8028
O  8.4225  5.2938  12.983
O  7.8103  3.3696  11.4128
O  3.4865  4.2699  17.0585
O  4.6068  10.6934  18.97
O  2.8531  6.0304  19.1058
O  4.3511  4.045  21.3374
O  5.3175  2.8247  15.6114
O  8.9482  5.4977  16.0006
O  0.5194  2.3329  11.0295
O  5.391  3.7255  10.4155
O  10.8586  2.21  19.6299
O  8.9486  0.9064  18.4126
O  4.3961  6.831  16.2802
O  7.3435  1.337  16.1881
O  10.6655  7.663  21.2988
O  6.1752  0.993  13.8205
O  1.9815  6.4608  16.7839
O  7.8303  9.5789  15.3652
O  3.7897  6.6778  21.3598
O  7.0444  5.7569  10.7704
O  5.9353  9.1976  17.3235
O  2.6565  5.3619  13.9236
O  4.5458  2.125  18.0332
O  10.681  7.9693  18.8306
O  2.9275  2.0997  15.6816
O  5.2993  5.5165  14.2339
O  0.2593  8.6181  10.6424
O  0.9977  7.0762  12.6402
O  10.6001  7.4414  16.3005
O  7.6177  0.7844  11.5232
O  8.5192  3.317  17.3097
O  4.4759  8.143  19.3845
O  6.7892  7.4881  12.6774
O  7.845  3.6143  20.3278
O  1.1554  4.2086  18.2197
O  10.1871  0.4441  12.0528
O  3.2259  10.825  14.1483
O  1.1425  4.6178  11.9423
O  4.3132  3.5246  12.8682
O  8.6065  6.0162  21.1984
O  10.6951  10.3243  20.1068
O  5.0024  8.055  10.8249
O  8.0883  5.5359  18.5968
O  10.2715  10.0213  14.5945
O  2.9475  3.0524  10.6608
O  2.4389  8.3252  14.9325
O  8.9358  9.7015  10.2759
O  1.3139  0.1856  15.8315
O  5.8889  10.006  12.0679
O  8.4655  9.6209  12.8066
O  1.2003  1.605  13.5696
O  9.8533  2.9162  13.0421
O  9.0981  7.2522  11.3612
O  6.2428  1.5662  20.186
O  1.8672  3.5595  20.6925
O  9.2307  7.5607  14.2063
O  9.9306  1.3364  16.0655
O  10.4129  9.9165  17.1992
O  8.7976  1.1713  20.94
O  2.4875  7.3825  10.4574

Results
free energy: -133245.939 eV
free energy less fixed offsets of H -15.71, O -570.45, Si -639.56 eV per atom: -2.759 eV

Forces (eV/angstrom), in the order of the atoms: element, x, y, z
Si  -0.0024  0.0025  0.004
Si  -0.0124  -0.0028  0.0035
Si  0.0154  -0.004  -0.0045
Si  0.0009  0.0148  -0.0073
Si  -0.0122  0.0223  0.0191
Si  0.0052  -0.019  0.0077
Si  0.0051  0.0047  0.0006
Si  0.0121  -0.0061  -0.0046
Si  -0.0006  -0.0044  -0.0033
Si  -0.0096  0.0015  -0.006
Si  -0.0076  -0.0003  0.0096
Si  -0.0014  0.0022  0.0121
Si  0.0035  0.0009  0.0038
Si  -0.002  0.0149  -0.0133
Si  0.0007  -0.0034  -0.0054
Si  -0.0037  0.0049  -0.01
Si  -0.0061  -0.0115  -0.0122
Si  0.0005  -0.0093  0.0026
Si  0.0151  0.0277  -0.0176
Si  0.0251  0.0171  -0.0215
Si  -0.0132  -0.0057  -0.0102
Si  0.0101  -0.0182  -0.0098
Si  0.0115  0.0027  -0.0082
Si  0.0046  0.0112  -0.0106
Si  -0.0191  0.0424  0.5729
Si  0.0208  0.1086  0.4188
Si  -0.2323  0.0009  -0.5049
Si  0.0051  -0.0614  -0.4471
Si  -0.206  -0.1336  0.5342
Si  -0.0288  -0.3309  0.3471
Si  -0.0322  -0.0366  -0.4332
Si  -0.0224  0.0536  -0.348
Si  -0.0156  0.0188  -0.0201
Si  -0.0132  0.0435  0.0071
Si  0.0101  -0.097  -0.0276
Si  -0.0003  -0.047  -0.0089
Si  -0.0319  0.0385  0.0175
Si  -0.0284  0.0009  -0.0189
Si  0.0087  -0.0382  -0.0068
Si  -0.0465  -0.0866  -0.0383
Si  0.0043  0.0342  -0.0037
Si  0.0389  0.0166  -0.0098
Si  -0.0257  0.009  -0.0095
Si  -0.0195  -0.0096  -0.0101
Si  0.0393  0.0149  -0.0031
Si  0.0004  0.0526  -0.0043
Si  -0.0216  -0.0236  -0.0123
Si  0.0081  -0.0105  -0.0153
Si  0.0489  0.008  0.0094
Si  -0.032  0.0203  0.01
Si  -0.0181  -0.0414  0.0091
Si  -0.0152  -0.0472  0.0105
Si  0.0183  0.015  0.0077
Si  0.0289  0.0081  0.0071
Si  -0.0405  -0.0141  0.0139
Si  -0.0023  -0.0368  0.0079
Si  -0.0606  0.0096  0.0457
Si  0.0486  0.0666  -0.0103
Si  0.0684  0.0347  -0.0275
Si  0.0243  -0.0144  0.0363
Si  -0.0149  0.0549  -0.0114
Si  -0.0433  0.0308  0.0483
Si  0.0273  -0.0196  0.0457
Si  0.0327  -0.0177  -0.0316
Si  0.0066  0.2463  0.4414
Si  0.0362  -0.2009  0.3969
Si  0.0774  0.1296  -0.4912
Si  0.225  0.1764  -0.3439
Si  0.233  -0.0266  0.3497
Si  -0.0968  0.0187  0.5368
Si  0.0995  -0.1913  -0.4381
Si  -0.1397  0.0311  -0.5756
Si  -0.0117  -0.0107  0.0213
Si  0.0039  -0.0115  0.0011
Si  0.0282  0.0321  0.0323
Si  0.0039  -0.0145  0.0119
Si  -0.0003  -0.0108  0.0092
Si  -0.0319  -0.0162  0.0291
Si  0.0223  -0.0023  0.0152
Si  0.002  0.012  0.0061
Si  0.0006  -0.002  -0.0057
Si  -0.0035  0.0022  -0.0036
Si  -0.012  0.01  -0.0063
Si  -0.0044  -0.0028  -0.0057
Si  -0.0186  -0.0048  -0.0067
Si  0.0058  0.0084  -0.0125
Si  0.0082  0.0067  0.0044
Si  0.003  0.0145  -0.0209
Si  -0.0074  -0.0072  0.0018
Si  0.0057  -0.0082  -0.0116
Si  0.007  -0.0203  -0.0268
Si  -0.0104  -0.0169  0.0287
Si  0.0246  0.0025  0.0025
Si  0.0023  0.018  -0.0291
Si  0.0079  0.0041  -0.0006
Si  -0.0076  -0.0028  -0.007
H  0.0033  0.0042  -0.0163
H  -0.0098  -0.0007  -0.016
H  0.0081  -0.0024  -0.0148
H  0.0015  -0.0042  -0.0097
O  -0.0112  0.0153  0.0469
O  -0.0225  0.0212  0.0382
O  0.0207  0.0106  0.0578
O  0.0059  -0.0106  0.0819
H  0.0082  -0.0025  0.0126
H  -0.0046  0.0029  0.0171
H  0.0058  -0.0059  0.0134
H  -0.0071  -0.0026  0.0091
O  -0.0181  -0.0236  -0.0718
O  -0.0091  -0.0017  -0.0415
O  -0.0129  0.0072  -0.0609
O  0.0173  0.0282  -0.0761
Si  -0.0363  0.0055  0.016
Si  0.0008  -0.0005  -0.0175
Si  0.0045  0.016  -0.0275
Si  0.0003  -0.0005  -0.0556
Si  -0.009  -0.0013  0.0139
Si  -0.0274  0.0018  -0.0495
Si  0.0084  0.0117  0.0166
Si  0.0036  0.0042  0.0165
Si  0.0139  -0.0018  0.049
Si  0.0025  -0.0158  0.0335
Si  0.0026  0.0006  0.0139
Si  0.0222  0.0299  0.0362
Si  -0.0093  0.0279  0.0175
Si  -0.0054  -0.0162  -0.0303
Si  -0.0009  0.0044  -0.0053
Si  0.001  0.0195  -0.0139
Si  0.0122  0.0155  0
Si  0.0232  0.0053  -0.0515
Si  0.0102  0.0013  -0.0602
Si  0.0017  0.0181  -0.0369
Si  -0.0085  -0.004  0.0001
Si  0.0101  -0.0018  0.0657
Si  0.0044  0.0155  0.049
Si  -0.0061  0.0045  -0.0571
Si  0.0124  0.0072  0.0073
Si  0.0171  -0.0049  0.0191
Si  0.0048  -0.0144  0.0262
Si  0.003  0.0067  -0.0108
Si  -0.0009  -0.0013  -0.0361
Si  0.0186  -0.0006  0.0333
Si  -0.0053  0.0085  -0.0127
Si  -0.0052  -0.0104  -0.0335
Si  -0.019  -0.0076  -0.0305
Si  0.003  -0.0461  0.0283
Si  0.0179  -0.0116  0.0095
Si  -0.0074  0.0055  0.062
Si  0.0025  -0.0066  0.0224
Si  0.0137  -0.0247  -0.0217
Si  -0.0083  -0.0035  -0.0066
O  -0.0032  0.0254  -0.0361
O  -0.0094  -0.0345  -0.0374
O  0.01  -0.051  0.0309
O  0.033  0.0422  -0.0317
O  0.0376  -0.0269  -0.0045
O  -0.0016  -0.019  -0.0317
O  0.013  -0.027  0.0128
O  0.0159  0.0399  -0.0776
O  0.0137  0.0378  -0.0207
O  0.018  0.0523  -0.0321
O  -0.0273  -0.0006  0.0356
O  0.0124  0.0426  0.0411
O  0.0407  -0.0452  -0.0087
O  -0.0101  0.0007  0.0489
O  -0.0281  -0.0252  -0.0366
O  0.0204  0.0534  0.0779
O  -0.0295  -0.0037  0.0089
O  0.0069  -0.0001  -0.0211
O  -0.0112  0.02  -0.0349
O  -0.0235  0.0047  -0.0138
O  0.0059  -0.0239  0.0089
O  -0.0144  -0.0055  0.0025
O  0.0083  0.0317  0.0731
O  0.0043  -0.0175  0.0707
O  -0.0125  0.0035  -0.0086
O  0.0315  0.0304  -0.02
O  -0.0018  0.0077  -0.0276
O  0.0387  0.0603  -0.0102
O  0.0105  -0.012  -0.0658
O  0.028  0.03  -0.0262
O  0.0649  -0.0049  0.0149
O  0.0247  -0.0627  0.0006
O  0.0055  -0.0032  -0.0745
O  0.0319  -0.0236  0.0669
O  -0.0092  -0.0099  -0.0098
O  0.006  0.0056  -0.0502
O  0.0043  -0.0174  0.0143
O  -0.0063  0.0591  -0.0121
O  -0.0016  -0.0059  -0.0131
O  -0.0288  0.016  0.012
O  -0.0133  -0.0546  0.0614
O  0.0285  -0.0132  -0.0153
O  -0.0715  0.0111  -0.0064
O  -0.0143  -0.0648  0.0623
O  -0.0126  -0.0046  -0.0117
O  -0.0523  0.0258  -0.0473
O  0.0052  -0.0021  -0.0311
O  -0.013  0.0192  -0.0069
O  0.024  0.0147  0.0358
O  -0.0319  0.0126  0.0145
O  -0.0562  -0.0166  0.0084
O  0.0185  0.0137  0.0353
O  -0.0112  0.0415  -0.037
O  0.0195  -0.0269  -0.0549
O  -0.0129  0.0113  -0.0214
O  -0.0188  -0.0329  0.0786
O  -0.0206  -0.044  -0.0068
O  -0.0341  -0.0004  0.0393
O  0.0177  0.0123  0.0602
O  0.0459  0.005  0.0018
O  0.0222  -0.0135  0.1019
O  -0.042  0.0151  -0.0427
O  0.0176  0.034  0.038
O  0.0225  0.0237  0.0243
O  -0.0032  -0.0051  -0.0035
O  -0.0288  0.0002  -0.0154
O  -0.0323  0.0051  0.0091
O  -0.0129  0.0091  -0.0254
O  -0.0077  -0.0149  -0.0525
O  0.0185  0.0213  0.0452
O  -0.0221  -0.0325  0.0353
O  -0.015  -0.0336  -0.0486
O  0.0111  0.0257  -0.064
O  0.0004  0.0185  0.0871

The program warned: the cutoff lies below the one the program advises for these potential files; the forces do not sum to zero within the program's tolerance; empty levels may hold ghost states of the PAW files; the exchange-correlation potential is rough where the density is thin.
